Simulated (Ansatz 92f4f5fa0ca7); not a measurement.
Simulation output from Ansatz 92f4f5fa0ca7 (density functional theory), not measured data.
Periodic cell of 215 atoms, Si131O82As2, from a study of silicon, its oxide and their interface. The atomic structure is a simulated model.
Doubt: the cutoff is far below the 930 eV that the study's wrapper takes by default for these files, so forces and energies are approximate.

Settings: functional PBE; potential files Ansatz PAW; basis plane waves; wave-function cutoff 580 eV; density cutoff ratio 5; exchange-correlation grid ratio 1; k mesh 1 x 1 x 1, Gamma-centred; self-consistency stop 5e-08 eV per atom in the density residual; occupations fixed; spin none; net charge 0.

Cell vectors (angstrom)
a	10.938	0	0
b	0	10.938	0
c	0	0	31.5432

Atoms and the computed forces on them: element, x, y, z (angstrom), force x, y, z (eV/angstrom)
Si	10.4101	0.5389	24.125	0.0281	-0.0051	0.0499
As	5.9837	10.571	24.3014	0.0313	-0.0696	0.0933
Si	2.1086	3.2595	24.0235	-0.0112	0.0202	0.0071
Si	8.7326	2.2943	24.2643	-0.0053	0.0226	-0.0099
Si	0.4642	5.1096	24.0779	-0.0036	0.0145	-0.0193
Si	5.1136	5.907	24.1973	-0.0218	-0.0332	-0.0482
Si	3.4457	7.6626	24.1445	-0.0456	0.0078	0.0012
As	7.8357	8.7155	23.6511	0.153	-0.0569	-0.1736
Si	1.2661	1.4665	25.3664	0.0213	0.0027	-0.0308
Si	6.9511	1.4379	25.5647	-0.013	-0.0129	-0.0233
Si	3.9942	4.1317	25.2745	0.019	0.0024	0.0174
Si	9.6732	4.1303	25.4095	-0.0163	-0.0173	-0.0249
Si	1.4876	6.8475	25.3035	0.0194	0.0038	-0.0118
Si	6.8743	6.9136	25.3838	-0.0406	0.0534	-0.0636
Si	4.1357	9.517	25.4716	0.0143	-0.0064	-0.0507
Si	9.4528	9.6346	25.2862	-0.0125	0.0442	-0.0752
Si	2.6876	0.0451	26.6543	0.0231	-0.0041	0.0178
Si	8.2388	-0.0302	26.8807	-0.0479	-0.0067	0.0009
Si	0.0164	2.7817	26.8684	-0.0133	-0.0048	-0.0161
Si	5.3903	2.797	26.6847	0.0109	-0.0324	0.0114
Si	2.7379	5.4771	26.7898	-0.0128	-0.0084	0.0014
Si	8.1979	5.4762	26.6861	0.0683	0.0304	-0.0158
Si	-0.0156	8.2262	26.5709	0.0001	-0.0394	0.0235
Si	5.5276	8.182	26.8507	0.0175	0.0628	-0.0268
Si	4.0859	1.3685	28.0691	-0.0009	-0.0022	-0.0018
Si	9.5842	1.395	28.1869	-0.0063	-0.0197	0.0523
Si	1.3905	4.1351	28.1858	-0.0129	0.0065	0.0462
Si	6.8204	4.1149	28.0749	-0.0478	0.0266	-0.0331
Si	4.0899	6.8431	28.157	0.0353	-0.0375	0.0045
Si	9.5929	6.8452	28.0377	0.0132	0.011	0.0084
Si	1.3349	9.5777	28.0307	0.001	0.0183	-0.0223
Si	6.8486	9.5616	28.2077	-0.0008	0.0055	0.0904
Si	0.0138	-0.0108	29.4902	-0.0154	0.017	0.0034
Si	5.4522	0.0191	29.493	-0.0016	-0.0119	-0.0159
Si	2.7471	2.7285	29.4962	-0.0048	-0.0037	-0.0008
Si	8.1675	2.7532	29.4943	0.0424	-0.0022	-0.0218
Si	-0.0133	5.497	29.4909	0.0112	-0.0098	-0.012
Si	5.4738	5.4719	29.4909	-0.013	0.0038	0.0098
Si	2.7034	8.2286	29.473	0.0103	-0.0013	-0.0205
Si	8.2408	8.1759	29.4984	-0.0162	0.0112	-0.0396
Si	1.3673	1.3673	30.8594	0.1299	-0.0759	0.0285
Si	6.8362	1.3673	30.8594	-0.1918	0.0418	0.0178
Si	4.1018	4.1018	30.8594	0.1463	-0.0744	0.0419
Si	9.5708	4.1018	30.8594	-0.1266	0.1318	-0.148
Si	1.3673	6.8362	30.8594	-0.0921	0.156	-0.0655
Si	6.8362	6.8362	30.8594	0.1168	-0.0865	0.0427
Si	4.1018	9.5708	30.8594	-0.1585	0.1065	-0.143
Si	9.5708	9.5708	30.8594	0.1227	-0.0803	0.0741
Si	2.7345	0	0.6835	0.094	-0.0977	0.05
Si	8.2035	0	0.6835	-0.1897	0.0279	-0.0465
Si	0	2.7345	0.6835	-0.1667	0.1374	-0.0314
Si	5.469	2.7345	0.6835	0.0737	-0.1067	0.0405
Si	2.7345	5.469	0.6835	-0.1587	0.1158	-0.0423
Si	8.2035	5.469	0.6835	0.085	-0.1637	0.0852
Si	0	8.2035	0.6835	0.164	-0.1049	0.0547
Si	5.469	8.2035	0.6835	-0.0246	0.1454	-0.0452
Si	4.1119	1.3527	2.0518	-0.0035	0.0012	0.0013
Si	9.5401	1.3863	2.0401	0.0062	-0.0208	0.0013
Si	1.3304	4.1343	2.0545	0.0077	-0.0119	-0.0079
Si	6.8516	4.0755	2.0511	-0.0108	0.0052	0.008
Si	4.0788	6.861	2.0381	0.0121	-0.0083	0.0011
Si	9.5881	6.8185	2.0497	-0.0061	0.0035	0.0044
Si	1.3781	9.5587	2.0518	-0.0054	0.0057	0.0104
Si	6.8284	9.5761	2.064	-0.0043	-0.0029	-0.0085
Si	-0.0382	-0.0106	3.3452	-0.0304	0.0107	-0.0443
Si	5.4615	-0.0085	3.4802	0.0014	0.0006	0.0219
Si	2.6972	2.7248	3.3433	-0.0056	0.0049	-0.0422
Si	8.1846	2.7042	3.4871	0.0054	-0.0147	0.0209
Si	-0.0258	5.4755	3.5074	-0.0029	0.0033	0.0264
Si	5.4578	5.4729	3.3303	-0.0084	0.0178	-0.0542
Si	2.7373	8.2089	3.4771	0.0067	-0.0041	0.0185
Si	8.2183	8.1838	3.3805	0.0205	0.0032	-0.0204
Si	1.2959	1.3689	4.6724	0.005	-0.0049	0.0085
Si	6.8388	1.3108	4.9054	0.0019	-0.0008	-0.0105
Si	4.0643	4.1205	4.6382	0.0072	-0.0021	0.0154
Si	9.5291	4.0712	4.8907	0.0005	0.0087	-0.0213
Si	1.3551	6.8777	4.8857	-0.0069	0.0032	-0.0176
Si	6.8338	6.8032	4.6885	0.0044	0.0019	0.0112
Si	4.1054	9.5678	4.89	0.0052	0.0057	-0.0122
Si	9.5742	9.5678	4.7393	0.0035	-0.0009	0.009
Si	2.6231	0.0481	6.107	0.0033	0.0043	0.0085
Si	8.2311	-0.1246	6.2543	0.0019	0.0002	0.0018
Si	-0.0191	2.6586	6.183	-0.0083	0.002	0.0118
Si	5.3793	2.7743	6.066	-0.003	-0.0025	0.0135
Si	2.7554	5.4408	6.1229	-0.0041	0.01	0.0126
Si	8.0944	5.4428	6.1819	0.0064	-0.002	0.0073
Si	-0.0002	8.3053	6.2292	0.0007	-0.0061	0.0063
Si	5.5684	8.1589	6.1544	-0.004	0.0009	0.008
Si	3.4718	1.9583	7.1697	0.0197	-0.024	0.0141
Si	10.0242	0.8428	7.4554	0.0064	-0.0025	-0.009
Si	1.7696	3.6723	7.3295	0.0067	-0.0022	0.0094
Si	6.2061	4.532	7.3809	0.0049	0.0024	0.0015
Si	4.6378	6.3164	7.2516	0.0011	0.0046	-0.0008
Si	9.1732	7.1913	7.32	-0.0022	-0.0022	0.007
Si	0.8943	10.1685	7.5165	-0.0039	0.0001	-0.0056
Si	7.4246	8.8959	7.4785	-0.0068	0.0046	0.0121
O	4.5651	6.6059	8.8792	0.0032	-0.0055	0.0031
O	1.397	4.0014	8.9181	0.0029	-0.0013	-0.0014
O	9.7638	6.5446	8.7324	0.0033	0.0001	0.0003
O	1.307	10.1313	9.1469	-0.0002	0	0.0088
O	6.0609	4.2282	9.0197	-0.0003	0.0066	-0.004
O	3.7034	1.6667	8.7683	-0.0032	-0.0019	0.0031
O	7.1684	8.9918	9.13	-0.0012	-0.0007	-0.0061
O	9.6501	1.1082	9.051	-0.0028	0.0009	0.0135
O	8.2145	2.7279	22.7694	-0.0085	0.0178	-0.0461
O	10.8954	5.6836	22.5937	0.0234	0.025	-0.1483
O	5.297	0.3453	22.7886	0.0039	0.0367	-0.0857
O	5.472	5.4926	22.628	0.0007	-0.007	0.0035
O	2.2587	2.807	22.435	0.0001	0.0029	0.0098
O	3.4674	7.9682	22.5112	-0.0272	0.0028	-0.0178
O	9.1063	8.9721	22.1698	0.091	-0.2223	-0.3862
O	-0.1229	11.3223	22.5314	-0.0193	-0.0035	-0.0283
Si	2.1877	2.9537	12.8604	0.0059	0.0035	0.0016
Si	8.7039	1.3493	10.3501	0.0002	-0.0017	-0.0075
Si	1.1093	4.536	15.3036	0.0167	0.0011	0.0038
Si	7.5499	5.6123	12.1941	0.0015	0	-0.0005
Si	2.5126	8.2052	21.211	0.0077	0.0241	0.0521
Si	5.4338	7.8425	12.4465	0.0001	0.0043	-0.0034
Si	9.333	0.4716	15.4861	0.0013	-0.0012	0.0028
Si	3.0171	0.0243	16.6934	0.0137	-0.0087	0.0163
Si	10.5101	1.1488	12.5795	-0.0016	0.0033	-0.0155
Si	7.8122	2.8443	21.2087	-0.0372	-0.0153	0.0588
Si	9.1625	8.8045	14.45	0.0048	-0.0029	0.0018
Si	1.4888	4.7724	10.351	-0.003	0.0089	-0.0042
Si	4.5589	9.5017	19.1662	0.0375	0.0023	0.0538
Si	11.1802	6.1167	21.0286	-0.1688	0.1189	0.0373
Si	6.6796	10.5023	14.8354	-0.0118	-0.004	-0.0004
Si	5.4144	0.7799	21.2164	0.0386	-0.0308	0.0289
Si	2.3578	9.821	10.3697	0.0063	0.0056	-0.0089
Si	0.5834	10.6858	21.2101	0.0369	0.0023	0.0833
Si	5.9442	5.3616	21.0833	0.0144	0.0255	0.0023
Si	3.6449	7.0964	10.1038	0.0037	0.0148	-0.0068
Si	9.0823	5.7123	14.8263	-0.0179	-0.0093	0.0098
Si	3.6857	4.2392	19.0636	0.0045	-0.0066	0.025
Si	10.1119	3.6609	19.3344	-0.0036	0.0331	0.0181
Si	4.3118	8.7447	15.3379	0.004	-0.0092	0.0044
Si	0.5265	1.9512	17.1484	0.0017	0.0168	0.019
Si	6.9436	7.6122	19.2001	-0.0113	-0.0111	0.0229
Si	5.3274	3.7099	16.7398	0.0114	0	0.0073
Si	7.8684	5.0334	17.5366	-0.0003	0.0149	0.0137
Si	6.6742	9.9657	10.342	0.0076	0.004	-0.0143
Si	4.3957	1.0728	10.0838	0.008	0.0014	-0.0087
Si	-0.0105	9.0853	11.8933	0.0081	-0.0016	-0.0107
Si	9.443	8.7231	20.5941	-0.2848	-0.0334	0.4573
Si	4.6202	1.7307	14.5905	0.0027	0.0031	0.0018
Si	2.5635	2.1898	20.9578	0.0397	-0.0274	-0.0193
Si	6.3397	3.3691	10.3762	-0.0134	-0.011	-0.004
Si	3.4833	5.9932	16.6746	-0.0005	0.0009	0.0034
Si	9.8988	6.5281	10.347	0.0019	0.0081	-0.0088
O	0.1754	2.6141	18.5898	0.0059	-0.0079	-0.0312
O	2.9992	9.7232	15.5917	-0.0016	0.0057	-0.0057
O	11.0101	4.7481	20.1579	-0.0331	0.0568	0.0407
O	7.6189	2.4744	9.9461	0.001	-0.0031	-0.0017
O	10.9382	5.3301	10.7957	0.0017	-0.0013	0.0026
O	6.618	6.7927	12.839	0.0082	-0.0076	-0.0002
O	10.3522	8.0475	10.777	0.0007	-0.0008	0.0053
O	7.7153	9.5065	13.9753	0.0065	0.0018	0.001
O	8.4277	6.2119	10.9619	0.0007	0.0007	0.0076
O	5.3696	10.4227	20.2414	-0.0266	-0.0047	-0.0428
O	2.1955	3.7154	11.3985	0	-0.0016	0.0047
O	8.1471	8.659	19.5649	0.2739	-0.0199	0.2422
O	6.4413	6.825	20.5543	-0.0091	-0.0218	-0.0086
O	5.5614	2.8134	15.3932	0.0021	-0.0026	-0.0051
O	1.5184	0.965	20.5999	0.0064	0.0128	-0.0025
O	6.0562	9.1074	11.5924	0.0007	-0.0093	0.0102
O	4.7255	5.0959	16.1185	-0.0074	0.0084	0.0023
O	6.6704	3.9339	17.6434	-0.0002	-0.0038	-0.009
O	10.5247	10.6572	11.7868	0.0026	0.0034	0.008
O	5.6476	0.566	13.9942	0.0034	0.0027	0.0004
O	8.1195	5.0719	15.9425	0.0189	0.0094	-0.0257
O	9.7783	9.8269	15.5748	-0.0004	0.0032	-0.0022
O	-0.3371	5.2195	15.0804	0.0018	0.0012	-0.0038
O	1.7378	6.7909	20.9033	-0.073	0.0083	0.0165
O	1.5967	0.6954	17.1871	-0.006	0.0036	-0.0036
O	6.7559	1.6451	20.8682	0.0282	0.0259	0.0073
O	1.0728	1.7498	12.7936	0.0031	0.0053	0.0023
O	3.2231	5.6092	18.2592	0.0014	-0.0008	-0.021
O	9.5807	2.0246	11.5636	0.0085	-0.0036	0.0086
O	1.0584	3.1686	16.1951	-0.0014	-0.0016	0.0012
O	8.5831	5.1672	13.3737	0.0073	0.0053	0.0108
O	10.3133	8.5792	13.3086	-0.0015	-0.0007	0.0025
O	1.532	9.4299	21.6598	0.0489	-0.0379	-0.0034
O	10.4303	10.0115	20.169	-0.097	-0.0565	-0.0062
O	3.2079	0.2171	10.8548	0.0007	-0.0087	-0.0004
O	5.1046	2.3616	10.8283	0.0154	0.009	0.0024
O	1.731	4.1337	13.8665	-0.0054	-0.005	0.0114
O	7.9167	10.9186	10.8276	0.0068	0.0021	0.0017
O	9.2048	4.4997	18.2766	0.0133	-0.0166	0.0143
O	5.7023	9.5469	15.7538	0.0039	0.0037	-0.0075
O	5.5445	-0.0036	9.6798	-0.002	0.0002	0.02
O	3.6297	2.3271	13.4033	-0.0023	0.0013	0.0001
O	2.0691	5.6881	15.9302	0.0035	-0.0122	-0.0034
O	9.7686	1.0549	14.0211	-0.0026	-0.001	0.0038
O	4.4096	6.9841	11.5233	0.0028	-0.0002	0.0028
O	4.7445	4.7504	20.1832	0.0013	0.0005	0.0005
O	10.041	1.3573	16.6225	0.0037	0.0049	-0.0022
O	6.6521	4.358	11.6436	0.0049	0.0072	0.0067
O	5.6843	8.4632	18.5871	-0.0124	-0.002	-0.015
O	9.1582	2.7438	20.2983	0.0093	0.0045	-0.0072
O	3.718	1.2041	15.8338	-0.0022	-0.0037	-0.0056
O	4.2686	3.2084	17.9057	-0.0012	0.005	0.0018
O	10.1425	7.2336	20.4441	0.079	0.0314	0.0912
O	3.3452	8.6676	9.7848	0.0003	-0.0053	0.0017
O	3.9733	7.5065	16.3412	-0.0022	-0.0109	-0.0044
O	7.7006	0.5224	15.6961	0.0051	0.0006	-0.002
O	8.9178	7.3222	15.0316	0.0036	-0.0039	-0.0007
O	4.0982	1.6681	20.9224	-0.0738	0.0537	-0.0149
O	1.616	9.1551	11.6833	-0.0034	-0.0023	0.0091
O	2.3342	6.1543	10.1897	-0.0018	-0.0043	-0.0032
O	7.4261	6.4989	18.1024	-0.0038	-0.019	-0.0088
O	7.1988	4.3306	20.9637	0	-0.0147	-0.0057
O	4.5784	8.317	13.769	-0.0005	0.0005	0.0072
O	3.3868	8.6367	19.9117	-0.011	-0.0141	-0.0011
O	2.5229	3.3997	19.8478	0.022	-0.0031	-0.0058
O	3.852	10.4275	18.0077	-0.0144	0.0122	-0.0191

Results
free energy: -139623.765 eV
free energy less fixed offsets of As -4856.12, O -568.88, Si -635.61 eV per atom: 1.545 eV

The program warned: the cutoff lies below the one the program advises for these potential files; the forces do not sum to zero within the program's tolerance; the exchange-correlation potential is rough where the density is thin.
